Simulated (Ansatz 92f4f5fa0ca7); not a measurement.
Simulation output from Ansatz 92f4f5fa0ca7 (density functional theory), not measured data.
Periodic cell of 424 atoms, Si264O160, from a study of silicon, its oxide and their interface. The atomic structure is a simulated model.
Doubt: the cutoff is far below the 930 eV that the study's wrapper takes by default for these files, so forces and energies are approximate.
This geometry differs little from another in the collection (a relaxation step or a small displacement).

Settings
functional: PBE
potential files: Ansatz PAW
basis: plane waves
wave-function cutoff: 580 eV
density cutoff ratio: 5
exchange-correlation grid ratio: 1
k mesh: 1 x 1 x 1, Gamma-centred
self-consistency stop: 5e-08 eV per atom in the density residual
occupations: fixed
spin: none
net charge: 0

Cell vectors (angstrom)
a	15.4687	0	0
b	0	12.8259	0
c	0	0	37.4227

Atoms and the computed forces on them: element, x, y, z (angstrom), force x, y, z (eV/angstrom)
Si	-0.033	1.187	34.696	0.007	0.003	0
Si	3.865	1.173	34.731	-0.002	0	0.001
Si	7.667	1.154	34.755	0.001	-0.002	0
Si	11.608	1.161	34.765	-0.004	0.002	0
Si	1.899	7.572	34.707	-0.001	0.004	-0.001
Si	5.743	7.559	34.776	0.002	0.001	-0.001
Si	9.679	7.593	34.761	-0.001	-0.001	-0.009
Si	13.573	7.575	34.723	-0.004	0.002	-0.001
Si	1.934	5.247	35.156	0.022	-0.079	-0.294
Si	5.801	5.247	35.156	-0.416	-0.325	0.295
Si	9.668	5.247	35.156	0.291	0.047	0.638
Si	13.535	5.247	35.156	-0.168	-0.023	-0.651
Si	0	11.66	35.156	-0.034	0.232	0.053
Si	3.867	11.66	35.156	0.048	0.018	0.093
Si	7.734	11.66	35.156	-0.196	0.174	0.404
Si	11.602	11.66	35.156	0.487	-0.012	-0.37
Si	0	4.664	36.393	0.073	-0.154	-0.151
Si	3.867	4.664	36.393	0.088	0.054	0.076
Si	7.734	4.664	36.393	0.036	0.05	-0.01
Si	11.602	4.664	36.393	-0.089	0.124	0.072
Si	1.934	11.077	36.393	0.005	0.11	0.027
Si	5.801	11.077	36.393	0.036	0.023	0.023
Si	9.668	11.077	36.393	-0.104	-0.104	-0.154
Si	13.535	11.077	36.393	-0.015	-0.017	-0.01
Si	0	2.332	36.805	0.005	-0.019	-0.199
Si	3.867	2.332	36.805	0.048	0.006	-0.042
Si	7.734	2.332	36.805	-0.202	0.035	0.025
Si	11.602	2.332	36.805	0.069	0.067	0.116
Si	1.934	8.745	36.805	-0.095	-0.083	-0.25
Si	5.801	8.745	36.805	-0.197	-0.012	0.186
Si	9.668	8.745	36.805	0.015	-0.026	0.224
Si	13.535	8.745	36.805	0.107	0.009	-0.098
Si	1.934	1.749	0.619	0.002	-0.05	-0.065
Si	5.801	1.749	0.619	0.017	0.076	0.013
Si	9.668	1.749	0.619	0.019	-0.038	-0.08
Si	13.535	1.749	0.619	-0.059	0.014	-0.023
Si	0	8.162	0.619	0.054	-0.006	-0.007
Si	3.867	8.162	0.619	0.079	0.017	0.011
Si	7.734	8.162	0.619	-0.041	-0.029	-0.013
Si	11.602	8.162	0.619	-0.015	-0.035	0.006
Si	0	5.83	1.031	-0.054	0.005	-0.042
Si	3.867	5.83	1.031	-0.098	-0.046	-0.028
Si	7.734	5.83	1.031	-0.057	-0.037	-0.025
Si	11.602	5.83	1.031	0.096	-0.084	-0.026
Si	1.934	12.243	1.031	0.015	-0.016	0.021
Si	5.801	12.243	1.031	-0.031	-0.035	0.024
Si	9.668	12.243	1.031	0.09	0.126	0.15
Si	13.535	12.243	1.031	0.011	0.031	0.061
Si	1.934	5.247	2.268	0.128	-0.019	-0.293
Si	5.801	5.247	2.268	0.035	0.043	-0.042
Si	9.668	5.247	2.268	-0.102	0.025	-0.123
Si	13.535	5.247	2.268	0.052	-0.029	-0.495
Si	0	11.66	2.268	0.1	-0.013	0.075
Si	3.867	11.66	2.268	0.093	-0.11	-0.14
Si	7.734	11.66	2.268	-0.16	0.078	0.535
Si	11.602	11.66	2.268	0.081	-0.018	0.192
Si	1.934	2.915	2.68	-0.017	0.086	0.062
Si	5.801	2.915	2.68	-0.014	-0.043	-0.005
Si	9.668	2.915	2.68	-0.002	-0.022	0.103
Si	13.535	2.915	2.68	0.058	-0.065	0.024
Si	0	9.328	2.68	-0.042	0.028	-0.006
Si	3.867	9.328	2.68	-0.072	-0.034	-0.075
Si	7.734	9.328	2.68	0.029	0.074	0.054
Si	11.602	9.328	2.68	0.042	0.072	0.021
Si	1.612	-2.263	23.753	-0.005	-0.005	0.004
Si	4.053	-3.246	25.541	0.003	-0.004	0.004
Si	9.441	-4.179	30.64	0.004	-0.02	-0.01
Si	5.796	-3.111	29.808	0.013	0	0.012
Si	2.211	3.911	28.309	0.012	-0.001	-0.006
Si	4.312	9.931	16.899	-0.015	-0.004	-0.003
Si	12.217	2.869	26.088	0.008	-0.001	-0.011
Si	15.555	12.811	28.437	0.001	-0.021	0.042
Si	-1.77	0.639	31.434	0.011	-0.004	-0.001
Si	10.076	9.173	21.977	0.004	0.001	0.004
Si	16.446	6.812	19.035	-0.007	0.006	-0.007
Si	10.031	3.95	29.78	-0.03	-0.005	0.009
Si	3.785	10.427	28.603	0.001	0.006	-0.004
Si	-1.178	14.286	25.989	-0.025	0.003	0.003
Si	1.952	7.49	30.057	0.01	-0.005	-0.001
Si	13.721	9.363	28.213	0.005	0.002	0.008
Si	0.15	1.338	30.315	0.014	0.014	-0.002
Si	7.634	7.663	20.63	0.014	0.008	0.004
Si	2.307	6.216	27.987	-0.005	0.005	0.019
Si	5.727	0.419	31.323	0.013	0.013	-0.018
Si	-0.447	10.748	29.516	0.006	0.002	-0.016
Si	13.176	7.179	30.143	0.009	0.012	0.012
Si	9.541	13.211	31.642	0.006	0.001	0.003
Si	12.594	7.851	23.372	-0.001	0	0.001
Si	7.464	6.992	25.565	0.003	-0.002	0.003
Si	3.966	1.212	29.927	0	-0.029	0
Si	7.726	4.804	32.18	-0.012	-0.014	-0.002
Si	11.276	7.175	31.471	0.004	0.021	0
Si	-0.098	7.027	31.251	-0.008	0.003	0.001
Si	6.348	4.919	29.011	0.008	-0.008	0.008
Si	5.859	7.226	30.166	-0.012	0.003	0.008
Si	7.854	10.337	28.689	-0.001	0	0.001
Si	2.071	-1.732	31.862	0.014	-0.008	0.002
Si	7.717	1.095	30.346	-0.023	-0.005	0.01
Si	9.713	-2.048	31.923	0.009	0.006	0.013
Si	13.833	-1.686	31.696	0.007	0.001	0.002
Si	-6.396	2.04	26.27	-0.003	-0.001	0.004
Si	3.849	6.943	31.401	-0.003	-0.006	0.005
Si	7.743	7.16	31.557	-0.001	0.006	-0.004
Si	17.273	9.855	29.859	-0.017	-0.001	0.014
Si	0.318	3.578	29.716	-0.009	-0.011	0.016
Si	3.833	4.615	31.743	0.01	0.011	-0.012
Si	7.786	3.485	30.305	0.02	0.007	0.007
Si	11.256	4.799	31.722	-0.003	-0.014	0.006
Si	2.11	13.465	31.389	-0.008	0.009	-0.011
Si	5.833	10.916	31.862	-0.011	-0.012	0.003
Si	11.742	15.786	21.57	-0.003	0.002	0.001
Si	15.429	4.722	31.772	0.009	0.002	0.002
Si	1.892	4.084	33.042	-0.007	-0.002	0
Si	5.707	4.09	33.109	0.007	0.005	-0.002
Si	9.636	4.019	33.209	-0.006	0.009	-0.015
Si	13.383	4.176	32.928	0.005	0.005	0
Si	0.125	10.533	33.103	-0.006	0	0
Si	3.925	10.449	33.134	-0.001	0.003	-0.004
Si	7.759	10.459	33.177	-0.005	-0.007	-0.003
Si	11.777	10.502	33.025	-0.006	-0.002	-0.004
Si	1.941	1.752	33.482	-0.001	0.001	0.005
Si	5.767	1.702	33.405	0	0.001	0.005
Si	9.635	1.666	33.603	0	-0.011	0.001
Si	13.465	1.832	33.452	-0.001	-0.003	0.004
Si	0	8.173	33.387	0.002	-0.003	0.001
Si	3.846	8.115	33.48	0.004	-0.002	-0.005
Si	7.684	8.18	33.653	-0.01	0.001	0.01
Si	11.629	8.203	33.547	0.004	-0.006	0.002
Si	0	2.332	3.917	0.015	-0.239	-0.25
Si	3.867	2.332	3.917	0.15	-0.36	-0.339
Si	7.734	2.332	3.917	-0.273	-0.194	0.186
Si	11.602	2.332	3.917	0.018	-0.228	0.256
Si	1.934	8.745	3.917	0.323	0.349	0.011
Si	5.801	8.745	3.917	-0.252	0.294	0.4
Si	9.668	8.745	3.917	-0.093	0.056	0.043
Si	13.535	8.745	3.917	0.105	0.33	-0.234
Si	1.952	6.437	4.281	-0.008	0	0.004
Si	5.825	6.426	4.324	0.007	-0.001	0.002
Si	9.662	6.403	4.322	-0.001	0	-0.001
Si	13.536	6.425	4.257	-0.002	-0.004	-0.003
Si	0.068	12.824	4.338	-0.003	-0.001	0.005
Si	3.891	12.818	4.304	-0.001	0.002	0.002
Si	7.682	12.823	4.437	0.002	-0.001	0
Si	11.626	12.816	4.364	0	0	-0.003
Si	0	5.841	5.406	0.009	0	-0.004
Si	3.871	5.822	5.48	-0.005	-0.003	0.001
Si	7.736	5.825	5.579	-0.006	0.004	-0.002
Si	11.636	5.735	5.426	0.004	0.007	-0.001
Si	2.025	12.275	5.61	-0.002	0	-0.004
Si	5.674	12.289	5.764	0	0.001	-0.001
Si	9.677	12.282	5.645	-0.003	0.005	0.003
Si	13.631	12.311	5.612	0.007	0.006	0.003
Si	-0.013	3.571	5.884	-0.007	0.008	0.003
Si	3.87	3.548	5.884	0.005	0.002	-0.006
Si	7.643	3.482	5.988	0.012	-0.012	0.005
Si	11.586	3.454	6.024	-0.009	-0.007	0.013
Si	2.073	9.843	6.042	-0.007	-0.006	0.008
Si	5.687	9.826	6.118	0.017	-0.006	0.011
Si	9.617	9.916	5.99	-0.004	-0.013	0
Si	13.664	9.957	5.944	0.001	-0.009	0.006
Si	1.929	3.192	7.131	0.001	0.002	-0.003
Si	5.69	3.174	7.347	0.002	-0.001	0
Si	9.564	2.995	7.258	-0.009	0.039	-0.015
Si	13.619	3.068	7.272	0.001	0.006	-0.008
Si	0.13	6.805	7.509	-0.001	-0.01	0.002
Si	3.828	8.889	7.472	-0.011	0.009	0.011
Si	7.683	6.838	7.722	0.01	-0.003	-0.002
Si	11.673	9.347	6.975	-0.005	0.005	0.001
Si	0.293	10.255	9.269	-0.019	-0.011	-0.01
Si	8.508	5.991	18.291	0.005	-0.009	-0.01
Si	9.084	12.442	9.615	-0.008	0.003	-0.007
Si	13.608	6.656	8.748	0.005	-0.007	-0.002
Si	7.787	9.579	11.025	0.02	0.004	-0.02
Si	5.269	12.81	12.524	0.001	0.001	-0.001
Si	11.645	15.717	10.038	-0.006	0.017	0.001
Si	17.758	13.442	12.987	-0.002	-0.002	-0.003
Si	9.258	1.958	11.744	0.015	0.004	-0.001
Si	3.849	6.464	7.746	0.013	-0.003	0.004
Si	11.772	7.056	7.299	0.026	-0.004	-0.025
Si	15.976	1.592	10.802	-0.002	-0.002	0.01
Si	5.877	18.198	11.082	0.001	-0.004	-0.015
Si	2.359	13.644	7.562	0.004	-0.004	-0.001
Si	4.915	13.643	7.738	0	0.003	-0.001
Si	14.889	12.863	13.093	-0.005	-0.003	0.001
Si	-1.502	0.72	7.648	0	-0.01	0.006
Si	0.118	4.028	10.598	-0.012	0.009	-0.004
Si	9.896	1.167	18.558	0.004	0.005	0.005
Si	13.564	4.278	9.398	0.007	-0.011	0.008
Si	1.821	5.306	8.402	-0.008	0.004	-0.002
Si	5.386	12.019	9.452	0.008	0.01	0.003
Si	9.909	6.584	8.576	-0.046	-0.017	0.044
Si	5.109	8.182	12.02	-0.006	-0.002	0.007
Si	5.824	3.027	13.236	-0.001	-0.002	-0.004
Si	0.133	9.211	7.151	0.007	0.016	-0.011
Si	5.794	5.38	8.643	-0.007	0.008	0.001
Si	11.825	1.333	16.191	-0.001	0.002	0
Si	-5.537	13.526	7.683	0	-0.015	-0.003
Si	7.67	9.279	7.269	-0.009	0.008	-0.02
Si	11.868	9.718	9.235	0.003	0.001	-0.008
Si	12.912	8.041	11.972	0	-0.004	0.002
Si	5.637	-4.306	14.463	0.004	-0.001	-0.006
Si	3.486	2.378	15.262	-0.001	0.003	-0.004
Si	7.33	1.389	16.999	0.006	0.004	-0.002
Si	8.823	4.748	11.192	0.01	0.021	0.002
Si	0.724	4.724	23.583	-0.006	0.012	0
Si	3.219	13.005	22.684	-0.012	-0.01	0.007
Si	14.679	5.659	13.242	-0.004	0.005	0.002
Si	21.237	3.773	18.225	0	-0.003	-0.005
O	21.151	-0.422	11.013	0.001	-0.002	0
O	-6.725	-24.976	10.88	0	-0.004	-0.004
O	10.728	2.521	29.278	0.014	-0.004	-0.007
O	-0.84	16.72	28.568	-0.012	-0.001	-0.015
O	12.368	-8.87	27.326	-0.006	-0.005	0.001
O	9.002	9.166	29.087	-0.005	0.006	-0.003
O	8.102	28.485	20.797	-0.006	-0.003	0.003
O	-9.32	17.486	19.556	0.001	0.008	0.007
O	5.643	9.824	17.854	0.005	0.005	0.009
O	6.56	8.582	11.396	0	-0.008	0.005
O	-7.413	-1.697	24.926	0	0	-0.003
O	5.58	-2.748	25.13	-0.003	0	-0.002
O	4.485	0.061	18.851	0.005	-0.007	0.008
O	-0.037	8.93	15.195	0	0.002	0.001
O	24.155	19.843	19.546	-0.004	0.005	0.008
O	17.531	7.34	15.857	0.001	0.001	0.002
O	1.478	17.271	25.035	-0.001	-0.006	-0.006
O	19.831	12.585	21.51	0.004	-0.003	-0.003
O	8.797	17.285	18.81	-0.005	0.005	-0.003
O	-8.504	-3.293	14.392	-0.004	-0.001	0
O	-4.554	14.881	22.683	0	-0.002	0.001
O	8.006	23.5	12.208	-0.002	-0.002	0.007
O	6.106	11.915	13.6	0.001	-0.002	0.001
O	27.032	11.575	11.778	0.004	-0.006	-0.001
O	-1.519	-8.19	14.298	-0.002	-0.003	0.002
O	8.502	31.788	26.491	0	0	-0.002
O	8.174	23.205	18.422	-0.018	0.002	0.008
O	1.628	12.762	27.804	0.003	0	-0.011
O	11.337	-1.7	14.297	0	0	-0.002
O	1.716	2.46	18.382	0	-0.001	-0.001
O	10.693	3.525	20.46	0	-0.002	-0.001
O	-2.735	-2.855	27.078	-0.002	0	0
O	10.713	14.989	26.123	0.005	0.003	0.003
O	3.039	-3.664	17.589	0.006	0.007	-0.002
O	0.282	-14.432	24.462	0.004	0	0
O	-5.73	5.066	28.553	-0.001	0.005	-0.009
O	11.62	7.779	16.518	-0.002	0	0
O	10.299	-13.012	19.418	0	-0.004	0.001
O	4.938	-6.242	11.682	0	0.002	0.003
O	-8.393	-6.294	17.642	0.002	0	0.001
Si	6.046	-7.673	23.843	0.003	0.001	0.005
Si	-4.994	8.092	10.282	0.01	-0.019	0
Si	15.178	7.122	26.544	0	-0.002	0.008
Si	12.002	13.6	8.91	0.004	-0.002	-0.004
Si	5.372	12.402	20.166	0.003	0.021	-0.001
Si	9.997	4.359	9.175	0.007	-0.028	-0.024
Si	-0.727	-3.537	19.086	-0.002	-0.002	0.001
Si	3.282	-0.163	27.977	0.008	0.011	0.047
Si	9.445	10.036	17.437	0.007	0	-0.001
Si	19.369	13.764	25.046	0.011	-0.01	0.011
Si	1.66	3.127	26.024	-0.004	0.008	0.021
Si	-1.925	4.912	27.922	0.014	0.003	-0.005
Si	6.708	15.014	24.328	0.011	0	-0.002
Si	0.466	0.049	8.916	-0.015	-0.001	-0.008
Si	18.4	16.251	17.888	-0.004	0.005	0.002
Si	-0.894	13.082	15.903	-0.002	-0.005	-0.003
Si	-5.253	0.576	22.719	0.004	0	0.002
Si	4.64	12.881	17.208	-0.001	0.002	-0.011
Si	0.221	15.299	17.705	-0.002	0.002	0
Si	19.996	-6.1	25.807	0.002	0	0.001
Si	-2.76	4.274	15.316	0	0.003	-0.005
Si	9.287	15.978	19.69	0.006	-0.002	0.002
Si	18.39	-7.584	20.24	-0.002	0.008	-0.011
Si	-3.245	21.832	17.446	0.004	0.001	0
Si	6.636	10.251	19.1	0.021	-0.012	-0.016
Si	-4.204	11.745	10.162	0.006	0	0.012
Si	3.377	9.693	9.718	0.001	-0.013	-0.039
Si	7.516	14.295	21.473	0.013	0.002	0.005
Si	5.707	6.344	16.739	-0.001	-0.001	0.002
Si	5.887	5.752	20.786	-0.006	-0.011	0.004
Si	14.088	-1.105	20.79	0	-0.003	0.001
Si	8.366	4.911	27.601	-0.003	-0.003	0.002
Si	-4.393	-1.165	20.474	0.001	0	0.001
Si	16.001	7.384	15.278	-0.002	-0.002	-0.002
Si	12.197	10.105	25.556	-0.003	-0.002	0.002
Si	10.138	11.921	15.074	0.004	-0.001	-0.005
Si	-4.503	1.02	29.935	-0.004	0	0.014
Si	-0.702	-2.799	16.229	-0.001	-0.002	-0.001
Si	7.975	15.689	14.208	0.005	0.002	-0.001
Si	-0.767	5.231	17.148	0	0.007	0.002
Si	8.763	12.709	28.545	-0.006	-0.007	0.008
Si	14.327	11.919	24.027	-0.002	0.001	-0.004
Si	7.156	9.944	25.59	0.002	-0.001	0.008
Si	17.06	3.024	21.995	-0.012	0.009	-0.004
Si	4.236	3.602	29.551	0.006	0.026	0.004
Si	15.594	-5.023	23.496	-0.004	0	0.002
Si	-1.566	8.786	9.995	0.009	0.015	0.006
Si	-5.563	18.132	14.076	0.004	-0.002	-0.007
Si	7.435	-1.867	13.697	0.003	0.004	-0.001
Si	12.967	17.569	23.656	-0.006	-0.002	0.001
Si	-0.981	14.704	20.373	-0.006	-0.001	0
Si	-3.119	-1.916	13.038	-0.007	-0.006	-0.006
Si	-5.42	-5.412	16.172	0.004	-0.002	-0.003
Si	7.413	10.797	9.098	0.003	-0.002	0.013
Si	2.727	7.547	17.368	-0.009	-0.003	0.002
Si	9.637	11.142	24.501	0.001	0.001	0.002
O	12.788	-4.283	29.285	-0.004	-0.005	0.001
O	17.849	1.584	22.324	0.002	-0.006	-0.004
O	15.591	13.937	16.832	0.001	0.002	0.002
O	37.812	2.611	17.984	-0.002	0.001	0.001
O	-3.227	-21.859	24.746	0.001	-0.002	0.002
O	12.313	-4.125	24.741	-0.001	-0.002	-0.001
O	1.238	-6.082	26.875	-0.012	-0.001	-0.008
O	10.419	-12.928	28.833	0.006	0	-0.004
O	-29.79	-16.578	23.19	0.002	0.002	-0.001
O	13.838	-1.214	13.071	0.003	0.004	0
O	13.121	30.552	16.799	0	-0.001	0
O	14.792	13.103	20.289	0.001	0.002	-0.001
O	19.447	21.821	11.107	-0.001	0.004	0.008
O	11.154	14.498	17.636	0	0	-0.001
O	19.397	-1.591	9.534	-0.01	-0.004	0.006
O	-9.435	-5.76	26.363	-0.001	0	-0.002
O	-6.841	13.533	27.117	0.004	0.008	-0.009
O	14.198	-7.008	26.712	0	0.003	0.006
O	3.873	20.852	25.077	0	-0.001	0.001
O	2.796	4.886	18.618	0.001	-0.005	0.003
O	-21.148	-2.689	23.247	-0.001	-0.001	-0.002
O	-4.273	-0.416	21.908	-0.002	0	-0.001
O	-6.704	0.556	21.976	-0.007	0.002	-0.002
O	-8.994	3.772	24.548	-0.003	0.008	-0.002
O	9.118	-4.086	16.466	-0.003	0.003	0.003
O	2.841	2.183	25.349	0.003	-0.002	-0.01
O	-2.393	-1.613	24.767	0.001	0.003	0
O	8.985	27.5	13.349	-0.005	0.001	-0.002
O	5.938	4.977	22.236	0.001	0.003	-0.004
O	3.856	12.836	26.428	0	0.006	-0.034
O	10.345	10.208	20.722	-0.002	-0.002	0
O	9.808	18.063	12.434	0.002	0.002	0.003
O	-11.795	-0.232	12.834	-0.002	0	0.002
O	2.421	-23.957	14.222	0.001	0.001	0.003
O	15.305	-20.942	12.076	0.003	-0.004	-0.001
O	-7.25	14.691	24.867	-0.005	-0.001	-0.003
O	12.503	-6.536	23.832	0	0.002	0.001
O	-5.412	12.697	24.183	-0.001	0	0.002
O	13.588	-6.073	12.716	-0.001	0.001	-0.002
O	-1.155	0.655	24.537	0.005	0	0.003
O	-0.922	2.495	18.864	0.002	-0.001	0.002
O	15.653	-23.258	26.012	0.011	-0.001	-0.004
O	14.574	17.317	23.744	0.009	-0.003	0.001
O	8.642	13.525	17.629	-0.005	-0.003	-0.002
O	45.953	6.57	16.278	0.003	-0.003	0.005
O	-7.576	21.347	25.213	-0.001	-0.002	-0.001
O	-0.726	13.832	11.778	0.002	-0.001	-0.002
O	30.629	7.77	25.071	0.002	0	-0.004
O	-7.221	16.036	11.383	-0.001	0.004	-0.004
O	25.206	19.668	14.66	-0.001	0.002	0.004
O	-4.104	4.868	14.638	-0.001	0.001	0.002
O	50.788	2.932	18.456	0.001	-0.002	0
O	-9.509	19.893	15.26	0	0.002	0.002
O	13.137	-15.783	16.378	0	0.001	0.001
O	25.351	-1.507	16.552	-0.003	-0.002	0.003
O	-0.58	10.419	20.249	0	0.003	0.001
O	18.172	-8.954	21.097	-0.001	-0.01	0.004
O	12.44	15.501	15.503	0	-0.001	0.001
O	1.41	4.892	9.978	0.005	0	0.004
O	-6.328	-4.152	11.018	-0.029	0.011	0.011
O	0.177	2.623	21.255	0.01	0.001	0.004
O	22.958	5.706	11.284	-0.008	0.003	0.004
O	-8.883	14.663	22.746	-0.003	-0.002	-0.002
O	-2.83	-1.305	20.057	0	0.001	-0.001
O	15.492	-9	16.796	0.003	-0.004	0.002
O	10.694	13.455	15.236	-0.001	-0.001	0.001
O	-0.197	5.69	18.617	-0.002	-0.004	-0.004
O	-0.708	21.105	27.585	0.005	-0.008	-0.006
O	-2.229	34.353	18.707	-0.001	0	-0.002
O	-11.182	32.574	17.339	0.005	-0.002	-0.001
O	19.319	-3.22	27.154	-0.001	-0.003	-0.005
O	7.224	6.255	24.126	-0.004	-0.004	-0.002
O	15.098	-1.281	15.754	-0.001	0.002	0.001
O	-20.298	-27.871	25.677	-0.002	0	-0.001
O	2.858	48.883	24.81	-0.001	0.002	-0.004
O	6.74	-3.867	20.132	-0.008	0.004	0.001
O	0.444	19.385	13.868	0	0	0.001
O	15.425	22.665	17.707	0.001	0.002	-0.002
O	-0.992	26.032	27.234	-0.008	0.009	-0.031
O	-9.882	4.695	16.86	-0.001	-0.001	0.002
O	8.657	-1.05	14.396	-0.001	0	0
O	19.746	18.913	20.593	0.006	0.002	0.001
O	0.181	-4.739	19.64	0.002	0	0.004
O	-4.014	20.276	11.452	-0.001	0.003	-0.001
O	-2.843	9.299	12.992	-0.006	0.011	0.006
O	3.751	-6.51	27.172	0.003	0	-0.004
O	14.126	8.071	22.758	0.002	-0.001	-0.002
O	13.055	0.293	16.486	0.001	0	0
O	4.683	15.932	14.429	-0.001	0.001	0.004
O	-12.615	3.533	16.249	0.001	-0.002	0.002
O	28.477	5.886	29.11	-0.007	-0.009	-0.005
O	-8.225	-2.753	27.195	0.001	-0.001	-0.008
O	-9.23	25.834	16.885	-0.005	-0.003	0.003
O	-20.097	15.182	11.448	-0.004	-0.007	0.01
O	7.648	-10.81	15.554	-0.003	-0.002	0.005
O	-9.989	1.416	25.065	-0.012	-0.005	0
O	-9.991	4.084	12.021	0.002	0.001	0.005
O	-17.97	14.903	20.935	0.004	-0.001	-0.001
O	-6.74	-17.405	21.743	-0.007	-0.004	-0.004
O	17.652	-1.137	22.686	0.01	0.012	-0.001
O	1.965	14.274	11.604	0.002	0.002	-0.002
O	-10.811	18.433	24.61	0	-0.002	-0.002
O	20.015	-16.362	15.41	0.001	0	0.002
O	-11.494	11.503	16.669	0.003	0.001	0.004
O	9.663	6.198	17.183	-0.003	0.001	0.002
O	12.562	0.883	30.228	-0.023	0.001	-0.013
O	-0.901	13.755	14.415	0.001	0.001	0
O	17.213	22.6	9.95	0.03	0	0.018
O	1.685	6.268	20.416	0.004	-0.005	0.006
O	-8.836	-12.217	20.409	-0.011	-0.011	-0.005
O	8.747	17.094	14.62	-0.004	0	0.001
O	8.475	16.241	26.933	-0.001	0.002	0
O	5.663	1.541	12.596	0	0.001	0
O	10.902	35.345	18.145	-0.004	0	-0.002
O	0.855	32	23.184	0.002	-0.011	0.002
O	16.483	-0.412	13.186	0.001	0.002	-0.001
O	14.103	-1.059	22.421	0.001	0	0.001
O	12.411	4.282	22.206	0.002	-0.001	0
O	-11.537	1.219	16.327	0.001	-0.003	0.003
O	-4.042	-17.389	22.28	-0.002	0	-0.002

Results
free energy: -258812.262 eV
free energy less fixed offsets of O -568.88, Si -635.61 eV per atom: 9.578 eV

The program warned: the cutoff lies below the one the program advises for these potential files; the exchange-correlation potential is rough where the density is thin.
